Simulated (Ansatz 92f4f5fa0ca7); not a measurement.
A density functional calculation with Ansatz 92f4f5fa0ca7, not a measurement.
Periodic cell of 237 atoms, Si146O90As1, from a study of silicon, its oxide and their interface. The atomic structure is a simulated model.
Doubt: the cutoff is far below the 930 eV that the study's wrapper takes by default for these files, so forces and energies are approximate.
This geometry differs little from another in the collection (a relaxation step or a small displacement).

Settings: functional PBE; potential files Ansatz PAW; basis plane waves; wave-function cutoff 580 eV; density cutoff ratio 5; exchange-correlation grid ratio 1; k mesh 1 x 1 x 1, Gamma-centred; self-consistency stop 5e-08 eV per atom in the density residual; occupations fixed; spin none; net charge +1 e, with a uniform compensating background and no finite-size correction.

Cell vectors (angstrom)
a	11.6015	0	0
b	0	10.938	0
c	0	0	32.0622

Atoms: element, x, y, z (angstrom)
Si	-0.1966	-0.059	23.2635
Si	3.671	0.2045	23.0891
Si	7.5502	-0.1368	23.4387
Si	1.6875	1.3742	23.4104
Si	5.7352	1.4049	23.1756
Si	9.4391	1.2272	23.3497
Si	0.1611	5.3107	23.4513
Si	4.1257	5.2941	23.387
Si	8.0369	5.6096	23.5396
Si	2.1594	6.5785	23.3585
Si	5.9701	6.7653	23.4721
Si	10.0143	6.868	23.5949
Si	1.9042	2.6682	25.3785
Si	5.8338	2.6577	25.243
Si	9.6274	2.6889	25.2511
Si	11.5958	4.0038	25.38
Si	3.8937	3.9726	25.3201
Si	7.7438	4.0963	25.3431
Si	1.9751	8.1527	25.1793
Si	5.7759	8.1641	25.3613
Si	9.7081	8.2651	25.4321
Si	11.6378	9.5563	25.2555
Si	3.8678	9.5863	25.0579
Si	7.6893	9.5196	25.4031
Si	11.6489	0.0058	27.1872
Si	3.9086	-0.0567	27.1047
Si	7.7569	-0.0232	27.2844
Si	1.9931	1.3116	27.2753
Si	5.8321	1.3257	27.1922
Si	9.6881	1.333	27.1944
Si	11.5901	5.4756	27.2254
Si	3.8457	5.4189	27.2135
Si	7.7172	5.4607	27.2681
Si	1.937	6.8229	27.1562
Si	5.7618	6.797	27.2752
Si	9.6545	6.8203	27.2851
Si	1.9365	2.7289	29.1662
Si	5.7972	2.7173	29.1213
Si	9.687	2.7334	29.1204
Si	0.0122	4.1081	29.1529
Si	3.8702	4.0921	29.1731
Si	7.7311	4.0875	29.1865
Si	1.9577	8.1764	29.1168
Si	5.7958	8.18	29.186
Si	9.6545	8.1809	29.2186
Si	0.0041	9.5125	29.0797
Si	3.878	9.5636	29.0997
Si	7.7298	9.5509	29.2028
As	0.003	-0.0112	31.0906
Si	3.8732	-0.0095	31.061
Si	7.7199	-0.0041	31.1168
Si	1.9786	1.4155	31.1221
Si	5.7959	1.3809	31.065
Si	9.6215	1.4109	31.0903
Si	0.0103	5.4653	31.094
Si	3.8714	5.4713	31.1026
Si	7.7391	5.4618	31.1237
Si	1.939	6.8378	31.0708
Si	5.8045	6.834	31.1214
Si	9.6778	6.8229	31.1473
Si	1.9234	2.7605	1.0156
Si	5.796	2.7458	0.9347
Si	9.6729	2.7445	0.9936
Si	-0.0114	4.1225	0.9731
Si	3.8689	4.1197	0.9807
Si	7.7339	4.1128	0.9994
Si	1.9489	8.2072	0.9449
Si	5.7969	8.2249	0.973
Si	9.6526	8.2114	1.0088
Si	-0.0001	9.5525	1.0493
Si	3.8647	9.5989	0.9676
Si	7.7332	9.5874	0.9965
Si	11.6093	0.0556	2.9436
Si	3.8605	0.0234	2.9269
Si	7.7368	0.0245	2.9175
Si	1.9417	1.4071	2.9487
Si	5.8112	1.374	2.8445
Si	9.6542	1.3925	2.9396
Si	11.5664	5.5123	2.8838
Si	3.8758	5.4987	2.919
Si	7.7398	5.5165	2.9278
Si	1.9138	6.8279	2.8711
Si	5.8092	6.8655	2.8949
Si	9.6611	6.9062	2.9886
Si	1.914	2.8412	4.8416
Si	5.8374	2.7303	4.7543
Si	9.5981	2.8069	4.8498
Si	11.5416	4.1412	4.7926
Si	3.9199	4.1048	4.834
Si	7.7162	4.2134	4.8941
Si	1.8893	8.151	4.811
Si	5.8088	8.2606	4.7985
Si	9.6594	8.3282	4.925
Si	11.6329	9.6519	4.895
Si	3.8187	9.4883	4.8004
Si	7.7199	9.682	4.9031
Si	11.5958	0.2406	6.7863
Si	3.7551	-0.05	6.669
Si	7.7111	0.0611	6.9275
Si	2.0488	1.5063	6.7758
Si	5.7118	1.2804	6.6346
Si	9.6416	1.5244	6.8465
Si	11.5246	5.5032	6.715
Si	3.9819	5.4355	6.8053
Si	7.7378	5.6744	6.8439
Si	1.9747	6.6446	6.6664
Si	5.8119	6.9787	6.7615
Si	9.7541	7.0438	6.9299
O	9.9991	7.9709	8.3125
O	7.6641	9.9347	8.2265
O	7.402	4.7336	8.1713
O	3.3721	10.3556	8.2142
O	2.0374	7.5632	8.0294
O	3.9979	4.5898	8.2565
O	9.7806	2.4484	8.2292
O	2.6106	2.3442	8.1294
O	11.3849	4.5709	8.0751
O	5.3568	2.3794	7.8183
O	5.8153	7.9854	8.0916
O	11.3067	10.3116	8.1509
O	11.2791	10.0857	21.7953
O	3.2196	10.7213	21.5204
O	5.7784	7.7659	22.1575
O	4.2244	4.4443	21.9455
O	7.6813	9.6793	22.1907
O	10.3343	7.6727	22.1846
O	1.612	2.4058	22.1167
O	5.9495	2.4365	21.8746
O	8.4474	4.699	22.2138
O	-0.0762	4.4499	22.0348
O	2.336	7.366	21.9216
O	9.1233	1.8813	21.8601
Si	1.917	7.7891	9.6176
Si	5.0386	0.5809	17.6816
Si	2.4881	5.4151	14.0226
Si	10.5588	3.8609	14.0516
Si	8.2776	2.3862	15.2587
Si	9.5476	2.2439	20.3302
Si	10.508	3.6498	9.0899
Si	0.0368	2.3142	11.5762
Si	11.024	8.1327	15.3972
Si	5.1608	6.9332	13.9943
Si	5.7534	2.6146	11.1269
Si	8.5785	7.6725	19.3847
Si	8.1214	4.848	20.625
Si	5.916	9.5842	15.2007
Si	2.1144	7.6347	20.3324
Si	1.9254	4.8895	18.7809
Si	4.4969	3.443	18.0075
Si	8.5044	8.9252	16.8123
Si	0.8326	9.478	13.3034
Si	9.9113	10.6546	11.7318
Si	5.3538	3.7055	21.0066
Si	0.5799	5.5227	16.2616
Si	10.7834	9.1529	9.1595
Si	6.5642	8.896	21.282
Si	7.1152	7.11	11.496
Si	2.6765	0.7353	12.226
Si	10.8935	8.6814	21.034
Si	6.0414	4.3294	15.6335
Si	7.084	0.4867	12.9801
Si	4.0577	2.9824	8.6059
Si	0.8771	6.7395	11.9001
Si	6.5719	9.0498	9.0875
Si	0.6657	3.2897	21.1358
Si	9.8008	6.5071	12.8927
Si	7.7138	4.5378	9.7613
Si	3.9845	10.0747	20.2109
Si	4.2614	3.0381	13.5353
Si	3.8567	10.0153	9.747
Si	8.0547	0.7761	18.0281
O	11.5121	3.2271	12.9053
O	9.3393	4.475	9.8878
O	8.8089	3.6089	19.8525
O	4.0386	-0.0615	18.8049
O	11.3195	4.5376	15.3127
O	9.854	9.7984	10.3303
O	3.7707	1.5316	13.1426
O	0.6547	9.0559	14.8682
O	6.474	0.9747	18.3808
O	4.7595	3.1683	19.6021
O	6.2525	1.1797	11.7463
O	0.5493	8.6435	9.8705
O	5.6465	4.3201	17.2289
O	8.4431	7.2033	12.4019
O	4.4084	2.6312	10.1604
O	2.0651	5.647	15.5778
O	3.3793	0.0668	10.9229
O	5.8842	7.2228	12.5526
O	2.3056	6.3518	19.3729
O	0.6478	4.9347	17.7768
O	8.4157	10.6898	12.3774
O	5.4762	10.0806	9.6967
O	0.5994	8.1995	20.1968
O	9.7666	2.6007	14.6829
O	2.0042	10.5884	13.2274
O	9.9436	9.1069	16.098
O	6.1444	10.3499	13.7733
O	7.4571	1.5956	14.1064
O	1.6489	3.9221	20.0391
O	5.9082	5.7949	14.9194
O	7.3363	8.9405	15.6934
O	1.5137	1.6699	11.6082
O	7.1988	8.2908	10.3726
O	4.3238	1.9888	17.2777
O	7.0335	3.1636	10.287
O	11.5411	7.0083	16.4433
O	8.2829	10.1358	17.8422
O	3.2724	8.538	10.1074
O	7.5887	3.8402	15.5191
O	3.1387	4.3038	17.8944
O	2.8986	3.8855	13.7039
O	1.3379	8.2015	12.4426
O	1.2065	5.6744	13.0663
O	4.9693	8.3028	14.8646
O	11.1704	2.3885	20.334
O	10.9816	9.9881	12.7591
O	5.2891	3.5762	12.3693
O	5.0869	3.202	14.9231
O	6.4898	4.8047	20.5651
O	8.3983	1.5613	16.6513
O	10.412	1.2424	11.4617
O	10.8727	6.6141	11.6578
O	3.2582	8.6753	19.8505
O	1.7133	6.4397	10.5211
O	7.1596	8.2041	19.96
O	8.5015	7.5834	17.7563
O	3.6745	6.4242	13.6119
O	9.5645	4.9581	13.3471
O	5.5114	9.9979	20.7624
O	10.3336	7.3644	14.1506
O	8.7808	6.173	19.9747
O	7.0694	5.7153	10.663
O	5.2644	10.5448	16.3724
O	9.0506	1.1456	19.2563
O	11.5792	3.1645	10.1927
O	9.7353	8.7126	19.8935

Results
free energy: -148857.947 eV
free energy less fixed offsets of As -4856.12, O -568.88, Si -635.61 eV per atom: -3.567 eV

Forces (eV/angstrom), in the order of the atoms: element, x, y, z
Si	-0.0003	-0.0141	0.0192
Si	-0.0148	0.0085	0.0204
Si	0.0011	0.0015	0.0084
Si	0.0147	0.0058	0.0168
Si	0.0049	-0.0117	0.0101
Si	0.0009	0.0031	0.0149
Si	-0.0066	0.0146	0.0165
Si	-0.0154	0.0163	0.0266
Si	-0.002	0.0208	0.0185
Si	0.0071	-0.0159	0.0138
Si	0.0068	-0.0182	0.0132
Si	-0.0099	-0.0108	0.021
Si	-0.0122	-0.0116	0.0037
Si	-0.0014	-0.0049	0.0063
Si	0.0088	-0.0033	-0.0014
Si	0.0009	0.0068	-0.0043
Si	0.0092	0.0029	-0.0134
Si	-0.0017	-0.0018	-0.0187
Si	-0.0019	-0.01	-0.0164
Si	-0.0017	-0.0045	-0.0088
Si	0.0015	0	-0.0252
Si	-0.0005	0.0109	-0.0039
Si	0.0126	0.0036	0.0036
Si	-0.0076	0.002	0.0069
Si	0.0039	0.0196	-0.0017
Si	-0.0113	0.0109	0.0149
Si	0.0037	0.0186	0.0022
Si	0.0146	-0.0136	-0.0101
Si	0.0071	-0.0174	-0.005
Si	-0.0181	-0.0167	0.0009
Si	0.0012	-0.0158	-0.0066
Si	0.0097	-0.0006	-0.0044
Si	-0.014	0.0025	-0.0007
Si	-0.002	0.0094	0.009
Si	-0.0059	-0.002	-0.0068
Si	0.0122	-0.0001	0.0062
Si	0.0117	0.0052	-0.001
Si	0.0012	0.0149	-0.0211
Si	0.0039	0.0048	-0.0048
Si	-0.0071	0.0029	0.0174
Si	-0.0182	-0.0168	0.0087
Si	0.0078	-0.0176	0.0118
Si	0.0054	0.0087	0.0008
Si	-0.0151	0.0131	0.0281
Si	-0.0112	0.0115	0.0182
Si	0.0017	-0.0117	0.0038
Si	0.015	-0.0207	-0.0359
Si	0.0046	-0.0115	-0.0102
As	-0.0066	-0.013	-0.003
Si	-0.0244	0.027	0.0075
Si	0.0146	0.0071	-0.0036
Si	0.0343	0.0052	-0.0031
Si	0.0037	-0.0113	0.0059
Si	-0.0249	0.0037	0.0033
Si	0.0026	0.0095	0.0043
Si	0.0088	0.0347	-0.003
Si	-0.0088	0.0306	0.002
Si	-0.011	-0.0261	0.0013
Si	0.0023	-0.0135	-0.0061
Si	0.0143	-0.0271	-0.0076
Si	0.0041	-0.0002	0.0042
Si	-0.0101	0.0148	0.0068
Si	0.0067	0.0081	0.0037
Si	-0.0114	0.0022	-0.0206
Si	-0.0075	-0.018	-0.003
Si	0.0183	-0.0122	-0.0029
Si	-0.0032	0.0145	-0.0076
Si	0.0018	0.0143	-0.0159
Si	-0.0129	0.0165	0.0015
Si	0.005	-0.0111	0.0082
Si	0.0068	-0.0139	0.0171
Si	-0.0022	-0.0129	0.0134
Si	-0.0001	0.0166	-0.0044
Si	-0.0129	0.0152	-0.0061
Si	0.0107	0.0163	-0.0022
Si	0.0145	-0.0133	0.0048
Si	0.0037	-0.0229	0.0038
Si	-0.0119	-0.0154	0.0032
Si	-0.0069	-0.0124	0.0061
Si	0.0149	0.0015	0.0055
Si	-0.0132	0	0.0005
Si	0.0015	0.0036	-0.003
Si	0.0018	-0.0049	0.004
Si	0.0069	0.0074	-0.0033
Si	-0.0112	-0.0023	-0.002
Si	0.0001	0.0019	0.0024
Si	-0.0009	-0.0044	-0.0041
Si	0.0067	0.0059	0.0068
Si	-0.0026	-0.0054	0.01
Si	0.0028	0.0014	0.0078
Si	0.0025	-0.0038	0.0118
Si	-0.0013	-0.0057	0.0027
Si	-0.0067	-0.0015	0.0112
Si	0.0041	0.0087	0.0093
Si	0.0077	0.0036	-0.0015
Si	-0.0051	0.0024	-0.0047
Si	-0.0096	-0.0036	-0.0191
Si	-0.0045	0.0031	-0.0203
Si	-0.0003	0.0076	-0.0139
Si	0.0038	0.0035	-0.0218
Si	0.008	-0.0034	-0.0163
Si	0.0179	-0.0038	-0.0267
Si	0.0014	0.0058	-0.019
Si	-0.0045	0.0167	-0.0108
Si	-0.0024	0.0222	-0.0216
Si	0.0003	-0.011	-0.024
Si	0.0048	-0.0166	-0.02
Si	0.0053	-0.0227	-0.0153
O	0.0102	0.0348	0.0108
O	-0.0141	-0.0243	0.0091
O	0.0017	-0.0218	0.0263
O	0.0002	-0.0181	0.0282
O	-0.0008	0.0215	0.0173
O	0.0035	-0.0285	0.0014
O	0.0044	0.0334	0.0145
O	0.0198	0.0145	-0.0005
O	-0.0151	-0.0285	0.0137
O	-0.0191	0.0242	0.0023
O	0.0096	0.0346	0.0119
O	-0.0177	-0.0352	0.0152
O	-0.0052	-0.0235	-0.0013
O	0.0115	-0.0165	-0.0153
O	0.0073	0.0378	-0.0096
O	0.0187	-0.0286	-0.012
O	-0.011	-0.0189	0.0008
O	0.0123	0.0355	-0.0148
O	-0.0105	0.0171	-0.004
O	-0.0031	0.0249	-0.0018
O	-0.0009	-0.0189	-0.0154
O	0.0069	-0.0308	-0.0061
O	-0.0015	0.0142	-0.0261
O	-0.0012	0.0135	-0.0127
Si	0.0048	0.0155	0.0215
Si	-0.0028	-0.0027	-0.0303
Si	-0.0062	0.0007	0.0185
Si	0.0046	0.0048	0.0095
Si	-0.0034	-0.0068	0.002
Si	0.0046	0.0044	-0.0212
Si	-0.0041	0.0032	0.0004
Si	-0.0032	0.0022	0.0299
Si	-0.0077	0.0029	0.0002
Si	0.0045	-0.002	0.0137
Si	-0.0011	0.0122	0.0331
Si	0.0031	-0.0025	-0.0344
Si	0.0007	-0.001	-0.0238
Si	-0.0002	0.0019	0.0045
Si	-0.0077	0.0121	-0.0156
Si	0.0022	-0.0029	-0.0249
Si	-0.0051	0.0048	-0.0237
Si	-0.0024	-0.0016	-0.0189
Si	0.0013	0.0063	0.0209
Si	0.0006	-0.0074	0.03
Si	-0.0057	0.0066	-0.0003
Si	-0.0005	-0.0029	-0.0067
Si	-0.0006	-0.0034	-0.0056
Si	-0.0028	-0.0092	-0.008
Si	0.0046	0.003	0.025
Si	0.0044	-0.0061	0.0257
Si	0.0038	0.0017	-0.006
Si	-0.0008	0.0039	-0.0028
Si	0.0003	0.0007	0.0259
Si	-0.0075	0.0061	0.001
Si	0.0064	-0.0017	0.0318
Si	0.0008	0.0057	0.0057
Si	-0.0032	0.005	-0.0119
Si	-0.0102	0.002	0.0275
Si	0.0046	-0.0046	0.0179
Si	-0.0055	-0.0082	-0.0128
Si	0.0037	-0.0028	0.0182
Si	-0.0007	-0.006	0.017
Si	0.0062	0.0017	-0.0331
O	-0.0063	0.006	-0.0027
O	-0.0057	0.0057	-0.0142
O	0.0012	-0.0062	0.0205
O	0.0043	0.0098	0.0094
O	-0.003	-0.0027	0.0024
O	-0.0116	0.0169	0.0035
O	0.0025	0.0076	-0.0118
O	0.003	-0.0023	0.0015
O	-0.0022	-0.0012	0.0201
O	-0.0092	-0.0075	-0.0066
O	0.0046	-0.0079	-0.0193
O	0.0174	-0.0027	-0.0163
O	0.0028	0	0.0109
O	0.0094	-0.0014	-0.0123
O	0.0138	-0.0052	0.0057
O	0.0006	0.0001	0
O	-0.0101	0.0138	-0.005
O	-0.0084	-0.0018	-0.0093
O	-0.0009	-0.0151	0.0137
O	-0.006	0.0026	0.0076
O	-0.0068	0.0042	-0.0156
O	-0.0051	0.0066	-0.0174
O	0.0059	-0.0053	0.0169
O	-0.0007	0.0009	-0.0065
O	-0.0049	-0.0038	-0.0104
O	0.0054	-0.0018	0.0051
O	0.0008	-0.002	-0.0105
O	0.0004	0.0044	-0.0025
O	0.0131	0.0122	0.004
O	-0.0027	-0.0016	-0.0016
O	-0.0021	0.002	0.0034
O	0.0001	-0.0013	-0.0229
O	0.0044	-0.0159	0
O	-0.0004	-0.0013	0.0112
O	-0.0076	-0.0071	-0.0179
O	0.0005	-0.0002	0.0038
O	-0.0003	-0.0037	0.0202
O	-0.0051	-0.0044	-0.0236
O	-0.0017	-0.0022	0.0025
O	0.0047	-0.0051	0.013
O	0.0023	0.0016	-0.0128
O	-0.0021	0.0051	-0.0152
O	0.0027	-0.0036	-0.0124
O	-0.0037	0	-0.0026
O	-0.0054	-0.0067	0.0168
O	0.0093	-0.0009	-0.0092
O	-0.004	0.0003	-0.0088
O	-0.002	-0.0012	-0.0008
O	-0.0019	-0.0012	0.0163
O	0.0015	0.0074	0.0019
O	0.0022	0.0002	-0.0234
O	-0.0026	0.0003	-0.0185
O	0.004	0.0034	0.0192
O	-0.0031	-0.0095	-0.0136
O	0.0056	-0.006	0.0097
O	-0.0033	0.0013	0.002
O	0.0017	-0.0005	-0.0104
O	0.0032	-0.0002	-0.0128
O	-0.0144	0.0057	0.0144
O	0.0024	-0.0023	-0.0074
O	0.0018	0.009	0.0178
O	-0.004	0.0119	-0.0113
O	0.0037	-0.0058	0.0034
O	-0.009	-0.0098	0.0133
O	0.0141	-0.0105	-0.0023
O	-0.0157	-0.0057	0.007

The program warned: the cutoff lies below the one the program advises for these potential files; the forces do not sum to zero within the program's tolerance; the exchange-correlation potential is rough where the density is thin.
